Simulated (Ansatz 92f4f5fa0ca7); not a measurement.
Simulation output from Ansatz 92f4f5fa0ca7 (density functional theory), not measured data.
Periodic cell of 223 atoms, Si133O90, from a study of silicon, its oxide and their interface. The atomic structure is a simulated model.
Doubt: the cutoff is far below the 930 eV that the study's wrapper takes by default for these files, so forces and energies are approximate.
This geometry differs little from another in the collection (a relaxation step or a small displacement).

Settings
functional: PBE
potential files: Ansatz PAW
basis: plane waves
wave-function cutoff: 580 eV
density cutoff ratio: 5
exchange-correlation grid ratio: 1
k mesh: 1 x 1 x 1, Gamma-centred
self-consistency stop: 5e-08 eV per atom in the density residual
occupations: fixed
spin: none
net charge: 0

Cell vectors (angstrom)
a 10.938 0 0
b 0 10.938 0
c 0 0 32.162

Atoms and the computed forces on them: element, x, y, z (angstrom), force x, y, z (eV/angstrom)
Si 0.1445 -0.255 24.8069 -0.0028 -0.0005 0.0098
Si 5.2486 0.077 24.824 0 -0.0005 0.0059
Si 3.1372 2.4492 24.6851 -0.0014 -0.0005 0.0042
Si 7.8532 2.9233 24.6242 0 -0.0015 0.0061
Si -0.3042 5.5648 24.4874 -0.0002 -0.0036 0.0064
Si 5.8267 5.3861 24.5078 -0.0015 0.002 0.0089
Si 2.3292 8.421 24.7289 0.0013 0.0007 0.0055
Si 8.5754 7.9359 24.8875 -0.0011 -0.0009 0.0144
Si 1.3994 1.3938 25.9498 0.001 -0.002 -0.0004
Si 6.8121 1.3393 26.0434 -0.001 0.0004 -0.0005
Si 4.1931 4.181 25.8785 0.0016 -0.0023 -0.0015
Si 9.5223 4.0313 25.9115 -0.0014 0.0002 -0.0004
Si 1.2847 6.715 25.9386 -0.0021 -0.0001 0.0002
Si 6.8926 6.8067 26.0503 0.0023 -0.0011 -0.001
Si 4.0115 9.4753 26.0507 -0.0028 0.0002 -0.0001
Si 9.6567 9.5118 26.2148 0.0002 -0.0024 -0.0023
Si 2.7167 0.0055 27.3882 0.0011 0.0007 0.0001
Si 8.2121 -0.0044 27.403 0.0001 0.0009 -0.0002
Si 0.0029 2.7325 27.3255 -0.0009 0.0009 -0.0004
Si 5.4624 2.7676 27.3691 -0.0008 0.0003 0.0002
Si 2.7559 5.4475 27.3093 0.0002 0.0013 0.0005
Si 8.2398 5.4192 27.3863 -0.0007 0.001 -0.0002
Si 0.0705 8.1068 27.453 0.0004 0.0009 0.0017
Si 5.4733 8.1738 27.3741 0.0007 0.0015 -0.0002
Si 4.1018 1.3673 28.7437 -0.0547 0.173 -0.0513
Si 9.5708 1.3673 28.7437 0.147 0.1344 -0.0651
Si 1.3673 4.1018 28.7437 0.0768 0.0129 -0.412
Si 6.8362 4.1018 28.7437 0.092 -0.1047 0.1552
Si 4.1018 6.8362 28.7437 -0.1121 -0.2012 -0.1618
Si 9.5708 6.8362 28.7437 -0.0463 -0.3621 0.3887
Si 1.3673 9.5708 28.7437 0.2159 -0.1203 0.3204
Si 6.8362 9.5708 28.7437 -0.1506 -0.0197 -0.0067
Si 0 0 30.111 -0.0469 -0.0507 -0.0109
Si 5.469 0 30.111 0.0036 -0.0028 -0.0216
Si 2.7345 2.7345 30.111 -0.0312 -0.0541 -0.0257
Si 8.2035 2.7345 30.111 -0.0333 0.0504 0.0076
Si 0 5.469 30.111 -0.0952 0.0317 0.0216
Si 5.469 5.469 30.111 -0.019 -0.0097 -0.0234
Si 2.7345 8.2035 30.111 0.0551 0.132 0.0142
Si 8.2035 8.2035 30.111 -0.0122 -0.0623 -0.0302
Si 1.3673 1.3673 31.4782 0.0354 0.0262 0.0065
Si 6.8362 1.3673 31.4782 0.0261 -0.03 -0.0225
Si 4.1018 4.1018 31.4782 0.0159 0.0065 -0.0113
Si 9.5708 4.1018 31.4782 0.0853 -0.0185 -0.0183
Si 1.3673 6.8362 31.4782 0.0301 -0.0331 -0.035
Si 6.8362 6.8362 31.4782 -0.022 0.0218 -0.0034
Si 4.1018 9.5708 31.4782 -0.0094 -0.0592 -0.0153
Si 9.5708 9.5708 31.4782 -0.0272 -0.0047 -0.0093
Si 2.7345 0 0.6835 0.0726 -0.1043 -0.0275
Si 8.2035 0 0.6835 -0.0284 0.0011 0.0303
Si 0 2.7345 0.6835 -0.1226 0.0691 0.0002
Si 5.469 2.7345 0.6835 -0.0072 0.0142 0.0339
Si 2.7345 5.469 0.6835 -0.043 0.0565 0.0219
Si 8.2035 5.469 0.6835 0.0471 -0.041 -0.0354
Si 0 8.2035 0.6835 -0.055 0.0062 0.0204
Si 5.469 8.2035 0.6835 -0.0377 0.0224 0.0019
Si 4.1018 1.3673 2.0507 -0.1491 -0.0606 0.0223
Si 9.5708 1.3673 2.0507 0.0687 -0.0163 -0.0086
Si 1.3673 4.1018 2.0507 0.0153 -0.0731 0.0284
Si 6.8362 4.1018 2.0507 -0.0604 0.0914 -0.0147
Si 4.1018 6.8362 2.0507 0.1365 0.0301 0.0016
Si 9.5708 6.8362 2.0507 -0.0585 -0.0611 -0.0083
Si 1.3673 9.5708 2.0507 0.1753 0.0955 0.0296
Si 6.8362 9.5708 2.0507 0.0098 -0.1193 0.0061
Si 0 0 3.418 0.4053 0.8615 -0.0847
Si 5.469 0 3.418 -0.0379 0.0028 0.5088
Si 2.7345 2.7345 3.418 -0.0976 -0.1721 -0.0169
Si 8.2035 2.7345 3.418 -0.1435 -0.293 0.1121
Si 0 5.469 3.418 -0.053 0.1533 0.2291
Si 5.469 5.469 3.418 -0.0885 -0.1735 -0.5608
Si 2.7345 8.2035 3.418 0.1461 0.3568 0.204
Si 8.2035 8.2035 3.418 -0.1439 -0.0303 -0.5278
Si 1.3214 1.4838 4.9212 0.004 0.0072 -0.0077
Si 6.8389 1.3589 4.8541 0.0028 -0.0095 -0.0078
Si 4.0759 4.1139 4.7251 0.0107 0.0295 -0.0112
Si 9.5335 4.0896 4.7821 0.0267 -0.0436 -0.0047
Si 1.4441 6.8056 4.7785 0.0005 -0.0003 0.0072
Si 6.7829 6.8603 4.7149 0.0113 0.0266 0.0062
Si 4.0659 9.6283 4.8769 0.0059 -0.0019 0.0013
Si 9.571 9.6049 4.6642 -0.065 -0.0069 -0.0127
Si 2.7214 0.1674 6.3621 -0.0037 -0.0112 -0.0114
Si 8.2617 -0.1191 6.1542 -0.0142 -0.0083 0.0042
Si -0.058 2.9548 6.3897 -0.1012 0.1734 0.1218
Si 5.4013 2.7711 6.1594 -0.0072 0.0139 -0.0005
Si 2.4938 5.1355 6.0898 0.0723 -0.0901 -0.0613
Si 8.1096 5.4563 6.0368 0.034 -0.0126 0.0128
Si 0.0207 8.3275 5.9741 0.0382 -0.0003 0.0306
Si 5.3988 8.1007 6.1582 -0.0122 0.0056 0.0004
Si 4.0071 1.7007 7.7705 0.0012 0.0303 0.0972
Si 9.6961 1.1893 7.581 0.0146 0.0102 0.0469
Si -0.1276 4.5768 8.2463 0.3417 -1.2557 0.3511
Si 6.5559 4.3358 7.4558 0.0167 -0.0469 0.0382
Si 4.1588 6.3249 7.2333 0.0428 0.0024 0.012
Si 9.4554 7.0057 7.1204 0.1737 -0.2435 0.2601
Si 1.0866 9.8232 7.5098 -0.0021 0.0283 0.0223
Si 7.2142 9.0765 7.3918 -0.019 0.0338 0.0029
O 9.5771 6.8081 24.1929 0 0 -0.0095
O 4.181 1.2243 24.341 0.001 -0.0006 -0.006
O 8.3711 7.9986 7.9021 0.0291 0.0016 0.0074
O 3.1951 2.6628 8.8745 0.0196 -0.0408 -0.035
O 6.8365 4.1306 24.1031 0.0006 -0.0028 -0.0069
O 2.8612 7.7345 23.3404 -0.0007 0.0007 0.0007
O 5.4013 5.4272 7.8934 -0.0433 0.0215 -0.0102
O 0.1429 0.1275 8.5319 0.0154 -0.0191 -0.0214
O 7.104 3.6755 8.8783 0.0513 0.0237 0.0053
O 6.7368 9.7689 8.8023 -0.0157 -0.0169 -0.0273
O 10.4947 6.1464 8.1108 -0.3891 1.1984 -0.3704
O 1.5426 8.8598 8.7628 -0.0399 0.0063 -0.01
O 5.0685 0.8938 8.7639 -0.0415 0.0103 -0.0208
O 1.2984 4.5137 9.0459 -0.0485 0.0016 -0.1389
O 8.8219 1.6409 8.9123 0.0425 -0.2403 -0.1754
O 3.3618 6.8967 8.5571 0.0059 -0.0535 -0.0287
O 7.9925 8.7854 23.6354 0.0003 0.0002 -0.0047
O 8.3447 2.195 23.229 -0.0018 0.0021 -0.0014
O 5.5036 6.2786 23.1329 -0.0001 -0.0018 0.0002
O 2.8394 2.9956 23.1583 0.0008 0.0004 0.0016
O 12.1948 -1.3477 24.2504 0.0006 -0.0011 -0.009
O 0.065 4.8884 23.0007 -0.0011 0.0013 0.0016
O 4.0641 7.4021 21.1092 -0.0005 0.0004 -0.0021
O 11.0018 21.0588 20.7236 -0.0011 0.0006 -0.0011
Si 5.4159 4.8667 16.6344 0.001 -0.0022 -0.0001
Si 0.5747 8.7794 19.9908 -0.0028 -0.0009 0.0001
Si 6.0786 9.3389 12.0803 0.0104 -0.0047 0.0141
Si 13.395 4.8985 12.6261 -0.0222 -0.0046 -0.0089
Si 8.6978 3.0042 12.771 -0.0046 0.0206 -0.0591
Si 9.9189 0.0517 12.6873 -0.011 0.012 -0.0102
Si 2.0563 3.331 9.8406 -0.1536 0.0653 -0.0951
Si 2.6155 -3.7203 21.8213 -0.0023 0.0004 0.0025
Si 17.738 7.053 15.4436 0.001 -0.0031 0.0015
Si 7.1166 11.1413 18.5757 0.0008 0.0011 0.0008
Si 8.4395 3.0883 9.6041 0.0172 0.2889 -0.0027
Si 3.5103 13.1215 13.9678 0.0004 0.0036 -0.0008
Si 5.8512 0.4946 14.2766 0.0043 0.0062 0.0053
Si 7.0109 5.9859 19.1879 -0.0011 -0.0013 -0.0021
Si 0.8324 4.7889 21.5346 -0.0014 0.0003 0.0006
Si 13.7069 -0.9636 18.1488 0.0002 0.0002 0.0022
Si 3.365 2.8392 17.0176 -0.0012 0.0013 0.0005
Si 5.3108 10.3305 9.3113 0.0047 0.0088 -0.0004
Si 9.5479 6.5739 16.4464 0.0007 -0.0052 -0.0061
Si 16.5015 7.0581 21.6758 0.0002 -0.0016 0.0012
Si 9.8335 4.8112 18.9974 -0.0023 -0.0016 -0.0033
Si 1.9104 -0.3204 12.6659 -0.0043 0.0046 0.002
Si 5.241 20.5453 16.5129 0.0014 -0.0017 0.0018
Si 8.477 8.1415 12.876 0.0097 -0.0086 0.0019
Si 11.4648 0.5519 10.2093 -0.0039 0.0556 0.004
Si 7.0261 9.6053 22.6498 -0.0005 0.0003 0.0037
Si 11.3463 11.6886 20.8096 0.0001 -0.0014 0.0014
Si -0.587 -5.2159 13.4542 -0.0132 -0.0236 -0.0113
Si 4.4639 1.1819 19.5189 0 -0.0008 -0.0005
Si 2.9948 8.2912 9.2475 0.0124 0.0242 0.0299
Si 1.0332 1.356 17.7476 -0.0017 0.0015 0.0015
Si 3.4103 7.918 12.3657 0 -0.0076 0.016
Si 2.5362 2.3238 21.707 0.0004 -0.0027 0.0022
Si 7.344 2.7503 15.3197 0.0024 0.0071 -0.0096
Si 8.8445 8.4611 18.5091 -0.0009 -0.0023 0.0005
Si 9.0679 0.9199 22.5276 0.0011 -0.0003 0.0023
Si 9.2823 2.2311 17.4645 -0.0042 0.0031 -0.0037
O 6.2097 8.3414 16.2287 -0.0025 0.0017 -0.0006
O 5.0453 1.745 13.5802 -0.0021 -0.0037 -0.0003
O 13.1334 5.6588 21.7203 -0.0001 -0.0009 -0.0026
O 6.5355 10.4683 13.1634 -0.0074 -0.0057 -0.0064
O 2.5473 9.1552 13.0753 0.0009 -0.0034 -0.0032
O 1.6666 0.9392 21.8487 0.0006 0.0002 -0.0012
O 2.9632 8.0192 10.8215 -0.0002 0.0038 0.0007
O 3.5808 -0.1964 19.3527 -0.0009 0.0001 -0.0007
O 10.3349 -4.7224 15.0422 -0.0022 0.0042 0.0064
O 9.6095 -3.9727 12.6225 -0.0012 0.0054 -0.0027
O 3.8634 4.3927 16.8584 -0.0028 -0.0004 -0.0015
O 8.2433 9.9576 18.818 -0.0008 -0.0006 -0.002
O 9.4371 8.1557 16.9705 -0.0021 0.0019 0.0021
O 14.3803 2.0606 15.5855 -0.0016 -0.001 0.0019
O 7.5072 7.6135 14.089 -0.0047 0.0004 0.0009
O 11.8875 5.4235 12.9961 0.0188 0.0005 -0.0005
O 4.9746 8.2767 12.6422 -0.0012 0.0031 -0.0073
O 6.248 6.0437 20.6149 -0.0022 0.0005 0.001
O 9.9646 14.1968 18.5274 0.0002 0.0019 0.0011
O 5.556 5.9779 15.4199 -0.0011 0.0007 -0.0015
O 7.596 7.4592 18.8083 -0.0015 -0.0005 -0.0001
O 1.6382 8.9765 18.7625 -0.0019 -0.0015 -0.0002
O 12.3757 3.3515 21.0598 -0.0006 -0.0002 -0.002
O 8.2146 2.9566 11.2096 -0.0726 -0.0241 0.1471
O 10.116 -2.832 19.4825 0.0011 -0.0002 0.0002
O -0.1678 -5.7557 20.2875 0.0019 -0.0006 0.0023
O 6.0839 10.6063 17.4556 -0.0001 0.0005 0.001
O 3.2736 6.3297 12.772 0.0008 0.0049 -0.0039
O 6.0576 0.7667 19.7322 -0.002 0 -0.0002
O 10.2015 5.7226 17.6766 -0.0002 -0.0031 0.0041
O 1.7452 -0.2298 10.9946 0.0019 -0.0121 0.0025
O 8.2638 4.9768 19.3869 -0.0004 -0.001 0.0002
O 6.1937 14.4542 16.1569 -0.0048 -0.0009 0.002
O 11.8301 1.239 19.3519 -0.001 -0.0014 0.0028
O 7.4497 14.2319 13.783 0.0012 0.0005 0.0038
O 4.8853 10.4438 15.1557 -0.002 -0.0024 -0.0011
O 9.6704 4.2808 13.0794 -0.0134 -0.0124 0.0058
O 8.767 2.9641 16.098 0.0049 -0.0033 0.0068
O 7.9727 6.1808 16.1982 -0.0012 0.0013 0.0004
O 4.2817 2.0965 18.1632 0.0011 -0.0033 0.002
O 4.0771 9.4154 8.7744 0.0188 0.011 0.008
O 5.3699 -0.7035 10.9232 -0.0013 0.0034 -0.0262
O 9.9588 12.4215 21.2756 -0.0024 -0.0002 0.0001
O 1.7837 2.7803 17.4352 -0.0015 -0.0019 -0.0014
O 10.1252 0.2503 23.5721 0.0011 -0.0017 -0.0013
O 6.3799 8.4878 21.6516 0.0002 0.0013 -0.0014
O 2.5854 4.1048 11.1826 0.0103 0.0136 0.0177
O -1.6301 1.5075 13.1471 0.0115 -0.0151 -0.0021
O 2.6613 11.9703 13.1737 -0.0007 -0.0034 -0.0001
O -0.4341 23.0986 17.049 0.0016 -0.002 -0.0002
O 7.9673 10.7677 21.975 -0.0007 -0.0004 -0.0017
O 7.0086 1.1496 15.223 -0.0045 -0.0081 -0.0016
O 1.9786 0.129 17.2164 -0.0007 -0.002 -0.0018
O 9.697 4.0671 9.3573 -0.0279 0.0856 -0.086
O 14.7771 9.1505 17.223 -0.0027 -0.0001 -0.0009
O 0.4466 -0.1683 13.3524 0.0049 -0.0027 -0.0016
O 10.1058 0.1923 11.0374 0.0117 -0.0157 0.0101
O 7.4072 -2.4805 11.6557 -0.0068 0.0001 -0.005
O 0.9439 2.1294 10.1757 0.0261 -0.038 0.0018
O 3.8816 2.0342 20.8068 -0.0026 0.0007 0.0009
O 16.745 10.3314 23.4379 -0.0018 0.0005 -0.0018
O 1.3554 7.9549 21.1313 0.0011 -0.002 0.0006
O 5.9631 5.4511 18.0567 0.0005 0.0014 0.0041
O 13.9971 3.7289 13.6243 0.0026 -0.0015 -0.0012
O 8.0005 1.4903 18.1282 -0.0023 -0.0042 0.0006
O 9.1585 -1.3235 13.1364 0.0006 0.0073 -0.005

Results
free energy: -135732.415 eV
free energy less fixed offsets of O -568.88, Si -635.61 eV per atom: 2.915 eV

The program warned: the cutoff lies below the one the program advises for these potential files; the exchange-correlation potential is rough where the density is thin.
